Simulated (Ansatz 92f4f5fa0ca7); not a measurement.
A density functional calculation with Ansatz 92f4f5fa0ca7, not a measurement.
Periodic cell of 215 atoms, Si132O82P1, from a study of silicon, its oxide and their interface. The atomic structure is a simulated model.
Doubt: the cutoff is far below the 930 eV that the study's wrapper takes by default for these files, so forces and energies are approximate.
This geometry differs little from another in the collection (a relaxation step or a small displacement).

Settings: functional PBE; potential files Ansatz PAW; basis plane waves; wave-function cutoff 580 eV; density cutoff ratio 5; exchange-correlation grid ratio 1; k mesh 1 x 1 x 1, Gamma-centred; self-consistency stop 5e-08 eV per atom in the density residual; occupations fixed; spin none; net charge +1 e, with a uniform compensating background and no finite-size correction.

Cell vectors (angstrom)
a 10.938 0 0
b 0 10.938 0
c 0 0 31.5432

Atoms: element, x, y, z (angstrom)
Si 10.4371 0.5723 24.3405
Si 6.0445 10.5024 24.1468
Si 2.1305 3.2467 24.0781
Si 8.7024 2.2556 24.3065
Si 0.5025 5.0542 24.162
Si 5.0568 5.8907 24.1937
Si 3.3948 7.651 24.1641
Si 7.8309 8.8276 23.9865
Si 1.3424 1.4834 25.4569
Si 6.9223 1.2957 25.5028
Si 4.0268 4.097 25.3244
Si 9.6718 4.0939 25.4205
Si 1.4966 6.8132 25.3731
Si 6.9017 6.9479 25.2394
Si 4.233 9.5338 25.3464
Si 9.5252 9.6407 25.4363
Si 2.781 0.012 26.6434
Si 8.227 -0.0277 26.9483
Si 0.0182 2.77 26.9201
Si 5.4501 2.7292 26.6664
Si 2.762 5.437 26.8361
Si 8.2332 5.5239 26.6286
Si 0.0363 8.211 26.653
Si 5.5592 8.1983 26.7915
Si 4.1102 1.3663 28.0845
Si 9.5963 1.3722 28.2396
Si 1.3953 4.1233 28.2363
Si 6.8419 4.1317 28.0128
Si 4.1619 6.8236 28.1343
Si 9.5986 6.8505 28.0654
Si 1.3902 9.5958 28.0379
Si 6.849 9.5353 28.2393
Si 0.0512 -0.0197 29.5249
Si 5.4516 0.0019 29.5024
Si 2.7637 2.7178 29.5338
Si 8.1722 2.7727 29.471
Si -0.0057 5.5006 29.5093
Si 5.5116 5.4492 29.49
Si 2.7496 8.2175 29.4301
Si 8.2457 8.1687 29.5399
Si 1.3927 1.358 30.9048
Si 6.8189 1.3822 30.8359
Si 4.1492 4.0938 30.8856
Si 9.5506 4.1192 30.8412
Si 1.3816 6.8845 30.8342
Si 6.8639 6.7861 30.8989
Si 4.0689 9.5704 30.8504
Si 9.604 9.5542 30.8931
Si 2.7484 -0.0212 0.7236
Si 8.1746 0.0009 0.6557
Si -0.0256 2.755 0.6664
Si 5.4806 2.7044 0.7136
Si 2.7244 5.4883 0.6636
Si 8.2261 5.4339 0.7337
Si 0.0298 8.1828 0.7175
Si 5.4592 8.2053 0.6689
Si 4.118 1.3374 2.0809
Si 9.5226 1.3809 2.028
Si 1.3243 4.1411 2.0565
Si 6.8419 4.0625 2.073
P 4.077 6.8596 2.0264
Si 9.6062 6.8022 2.0764
Si 1.3858 9.5472 2.0788
Si 6.8187 9.5703 2.0719
Si -0.0545 -0.0103 3.3498
Si 5.4714 -0.014 3.5026
Si 2.683 2.72 3.3379
Si 8.1835 2.6915 3.5132
Si -0.0228 5.4586 3.5342
Si 5.4329 5.4823 3.3336
Si 2.7499 8.1872 3.4979
Si 8.2284 8.1874 3.3763
Si 1.2793 1.37 4.6767
Si 6.8401 1.3046 4.9281
Si 4.0264 4.1304 4.6422
Si 9.5268 4.0605 4.9094
Si 1.3594 6.8448 4.9072
Si 6.8223 6.8254 4.6812
Si 4.1277 9.5548 4.9029
Si 9.5639 9.5704 4.7534
Si 2.6063 0.032 6.095
Si 8.2239 -0.1314 6.2815
Si -0.0303 2.6451 6.2094
Si 5.3691 2.7825 6.053
Si 2.7467 5.4275 6.1701
Si 8.0771 5.439 6.1731
Si -0.0032 8.3016 6.23
Si 5.5683 8.1504 6.1784
Si 3.4696 1.9361 7.166
Si 10.0177 0.8265 7.4845
Si 1.7579 3.646 7.3635
Si 6.2014 4.5226 7.3869
Si 4.638 6.3092 7.2772
Si 9.1634 7.1866 7.3246
Si 0.8896 10.1546 7.5245
Si 7.4191 8.8913 7.5069
O 4.5825 6.6093 8.8971
O 1.3793 3.9623 8.946
O 9.7418 6.533 8.7319
O 1.3035 10.1069 9.1443
O 6.0687 4.206 9.0154
O 3.7323 1.6093 8.7448
O 7.1495 8.964 9.1489
O 9.6467 1.0702 9.0787
O 8.2351 2.5363 22.7547
O 10.9927 5.5569 22.6519
O 5.6235 0.1021 22.6491
O 5.2937 5.4012 22.634
O 2.1544 2.7984 22.4813
O 3.3272 7.8592 22.519
O 8.3854 8.7426 22.4163
O -0.1548 11.2256 22.7622
Si 2.1578 2.9653 12.8932
Si 8.6825 1.3093 10.372
Si 1.0631 4.497 15.3466
Si 7.5444 5.5811 12.1989
Si 2.4168 8.1806 21.208
Si 5.4077 7.7881 12.4765
Si 9.2688 0.4494 15.5019
Si 2.9164 -0.0391 16.6632
Si 10.4718 1.1541 12.6099
Si 7.7644 2.8299 21.2345
Si 9.1271 8.7797 14.4584
Si 1.4712 4.7692 10.3668
Si 4.4865 9.4823 19.135
Si 11.0758 6.0984 21.1141
Si 6.6171 10.4452 14.8487
Si 5.389 0.7313 21.1708
Si 2.3423 9.803 10.3837
Si 0.4329 10.6332 21.3843
Si 5.8522 5.2544 21.12
Si 3.6365 7.0824 10.1159
Si 9.0427 5.6815 14.8402
Si 3.6573 4.0844 19.0881
Si 10.0314 3.6617 19.3212
Si 4.2566 8.669 15.3661
Si 0.4551 1.9166 17.1615
Si 6.7955 7.5321 19.2437
Si 5.2592 3.6224 16.7404
Si 7.7845 5.0094 17.525
Si 6.6605 9.9227 10.383
Si 4.3853 1.0467 10.0982
Si -0.0402 9.0876 11.8996
Si 9.1042 8.6328 20.9357
Si 4.5576 1.6648 14.5818
Si 2.448 2.0846 21.0403
Si 6.3327 3.3353 10.3739
Si 3.4305 5.9149 16.7293
Si 9.8779 6.5357 10.3536
O 0.1233 2.6262 18.5917
O 2.9261 9.6342 15.5869
O 10.8606 4.8033 20.1519
O 7.5835 2.4074 9.9265
O 10.9257 5.3443 10.7973
O 6.5915 6.7355 12.8548
O 10.3225 8.062 10.7648
O 7.6628 9.4528 13.9952
O 8.411 6.2095 10.9694
O 5.3591 10.4761 20.081
O 2.1689 3.7326 11.4315
O 7.9762 8.5452 19.7588
O 6.2091 6.7313 20.5468
O 5.5128 2.7148 15.4091
O 1.3044 0.9287 20.7049
O 6.0394 9.051 11.6186
O 4.619 4.9876 16.1108
O 6.5948 3.903 17.6386
O 10.5234 10.6673 11.8055
O 5.5827 0.4949 13.9908
O 8.0204 5.0843 15.9299
O 9.7361 9.8102 15.5783
O -0.3971 5.1483 15.1226
O 1.5766 6.8297 20.8113
O 1.505 0.6387 17.1856
O 6.5985 1.767 20.8109
O 1.0204 1.7829 12.8269
O 3.2418 5.4967 18.324
O 9.5334 2.0134 11.5835
O 1.0128 3.0984 16.1845
O 8.5807 5.1395 13.3732
O 10.2673 8.5717 13.3009
O 1.4463 9.3975 21.6824
O 10.0765 9.9402 20.6152
O 3.1769 0.2119 10.8559
O 5.0766 2.3548 10.8209
O 1.736 4.1479 13.9145
O 7.9139 10.869 10.8531
O 9.133 4.4682 18.2347
O 5.6382 9.4951 15.7736
O 5.534 -0.0391 9.7313
O 3.5981 2.306 13.3922
O 1.9782 5.6436 16.0466
O 9.7167 1.0436 14.0423
O 4.3801 6.9437 11.5399
O 4.7502 4.4871 20.2191
O 9.9552 1.3349 16.6552
O 6.667 4.3188 11.6332
O 5.5855 8.4047 18.5762
O 9.0775 2.7365 20.2763
O 3.6044 1.1342 15.784
O 4.2169 3.0763 17.9036
O 9.9223 7.2228 20.8967
O 3.3399 8.6552 9.8034
O 3.9335 7.4244 16.3749
O 7.6351 0.4773 15.7004
O 8.9196 7.2939 15.0407
O 3.9319 1.4388 21.1502
O 1.5891 9.1361 11.686
O 2.3259 6.1372 10.1462
O 7.3516 6.4578 18.1463
O 7.2156 4.3623 21.1328
O 4.5449 8.2411 13.7978
O 3.3386 8.6578 19.9625
O 2.4918 3.2417 19.8748
O 3.7444 10.3678 17.9769

Results
free energy: -131310.880 eV
free energy less fixed offsets of O -568.88, P -755.39, Si -635.61 eV per atom: -6.810 eV

Forces (eV/angstrom), in the order of the atoms: element, x, y, z
Si -0.0005 0 -0.0063
Si -0.0017 0.001 -0.0045
Si -0.0017 -0.0011 -0.0064
Si -0.0003 -0.0003 -0.0044
Si 0.0005 0.0005 -0.0033
Si 0.0013 -0.0017 -0.0058
Si -0.0021 0.0024 -0.0059
Si 0.0012 0.0008 -0.0057
Si -0.0004 0.0021 0.0064
Si 0.0012 -0.0022 0.0055
Si -0.0011 -0.0006 0.0038
Si 0.0006 -0.0014 0.0047
Si 0.0008 -0.0021 0.0036
Si 0 0.0007 0.003
Si 0.0004 -0.0007 0.0029
Si -0.0025 0.0002 0.0063
Si 0.0003 -0.0003 -0.0045
Si 0.0016 0.0022 -0.0053
Si 0 -0.0002 -0.0039
Si 0.0012 -0.0005 -0.0037
Si -0.0031 -0.0002 -0.0037
Si 0.0019 -0.0009 -0.004
Si 0.0018 0.0017 -0.004
Si 0.0018 0.0034 -0.0027
Si -0.0017 0.0018 0.0017
Si 0.0004 -0.0008 -0.0039
Si 0.0034 -0.002 -0.0054
Si 0.0003 -0.0025 0.0047
Si -0.0021 0.0015 0.0037
Si -0.0016 0.0012 0.0027
Si -0.0028 0.0005 0.0042
Si 0.0009 -0.0006 -0.0046
Si 0.0022 -0.0025 -0.0014
Si -0.0002 0.0015 -0.001
Si 0.0001 -0.0019 0.0001
Si -0.0025 0.0025 -0.0041
Si -0.0028 0.0011 -0.0009
Si 0.0014 -0.0017 -0.0011
Si 0.0002 0.0005 -0.0048
Si 0.0028 -0.0012 0.0005
Si -0.0012 0.0023 0.0003
Si 0.0013 -0.0006 0.0019
Si -0.0015 0.001 0
Si 0.0015 -0.0012 0.0016
Si 0.0012 -0.001 0.0018
Si -0.0014 0.0018 0.0002
Si 0.0001 -0.0015 0.0018
Si -0.0019 0.0018 0.0002
Si -0.0012 0.0006 -0.0024
Si 0.0011 -0.0021 -0.0012
Si 0.0011 -0.0012 -0.0012
Si 0.0001 0.0013 -0.0017
Si 0.0007 -0.0016 -0.0009
Si -0.0011 -0.0001 -0.0016
Si -0.0003 0.0016 -0.002
Si 0.0016 -0.0004 -0.0008
Si 0.0014 -0.0006 0.002
Si -0.0023 0.0032 -0.0009
Si -0.0026 0.0025 0.0003
Si 0.0019 -0.0017 0.0036
P 0.0011 -0.0014 0.005
Si 0.0022 -0.0024 0.0013
Si -0.001 0.0002 0.0009
Si 0.0004 -0.0002 0.0007
Si 0.0025 -0.002 0.0025
Si 0.002 -0.0002 -0.0017
Si -0.0033 -0.0006 0.0014
Si 0.0012 0.002 -0.0025
Si 0.0018 -0.003 -0.0043
Si -0.0012 0.0002 -0.0085
Si 0.001 -0.0004 0.0009
Si -0.0054 0.0036 -0.0014
Si 0.001 0.0006 0.0067
Si -0.0016 0.0019 0.0028
Si 0.0006 -0.0016 0.0089
Si -0.0032 -0.0011 0.004
Si 0.0016 0.0031 0.0028
Si 0.0031 0.0002 0.0064
Si -0.0034 -0.0009 0.0029
Si 0.0018 0.0009 0.0037
Si -0.0014 -0.0007 -0.0043
Si -0.0004 -0.0014 -0.0024
Si 0.0025 0.0009 -0.0045
Si 0.002 0.0014 -0.0064
Si -0.0011 -0.0029 -0.0042
Si -0.0011 -0.0026 -0.004
Si -0.0012 0.0001 -0.0025
Si 0.0011 0.0024 -0.0026
Si -0.0022 0.0014 0.0081
Si -0.0016 0.0007 0.0067
Si -0.0006 0.0001 0.004
Si 0.0006 -0.0021 0.0075
Si 0.0005 0.0002 0.0069
Si 0.0027 0.0005 0.0053
Si 0.0025 0.0002 0.0089
Si -0.001 0.0013 0.0064
O 0.0014 -0.0013 -0.0063
O 0.0007 -0.0002 -0.0044
O -0.0015 0.0013 -0.0045
O -0.0034 0.0009 -0.0103
O -0.0004 0.0008 -0.0058
O 0.0001 0.0008 -0.0044
O 0.0014 -0.0003 -0.0054
O 0.0018 -0.0012 -0.0066
O 0.0007 -0.0005 0.0039
O 0.001 -0.0004 0.0036
O 0.0003 -0.0003 0.0039
O -0.0008 0.0015 0.0056
O 0.0004 0.0011 0.0064
O 0.0009 -0.0009 0.0057
O -0.0018 0.0002 0.0064
O -0.0001 0.0004 0.0044
Si -0.0007 -0.0003 0.0034
Si -0.0022 0.0013 0.005
Si 0.0004 -0.0005 0.0014
Si -0.0006 0.0004 0.003
Si -0.001 -0.0001 -0.0041
Si 0.0008 0.0001 0.0029
Si -0.0003 -0.0003 0.0011
Si 0.0001 0.0002 -0.0008
Si 0.0005 -0.0009 0.003
Si -0.0001 -0.0001 -0.0046
Si -0.0005 0.0002 0.0022
Si -0.0001 -0.0015 0.0041
Si 0.0001 0.0013 -0.0037
Si 0.0003 0 -0.0047
Si 0.0005 0 0.0023
Si -0.0001 -0.0008 -0.0047
Si 0.0011 -0.001 0.0042
Si 0.0005 0 -0.0036
Si 0.0005 -0.0009 -0.0055
Si -0.0021 0.0007 0.0039
Si -0.0002 0 0.0021
Si 0.0002 -0.0005 -0.0039
Si -0.0001 0.0001 -0.004
Si 0.0002 0.0005 0.0015
Si -0.0001 0 -0.0016
Si -0.0003 -0.0003 -0.0037
Si -0.0003 0.0001 -0.0001
Si -0.0001 -0.0004 -0.0017
Si -0.002 0.0012 0.0021
Si 0.0016 -0.0011 0.002
Si -0.0002 0.0004 0.0032
Si 0.001 -0.0001 -0.0045
Si -0.0005 -0.0001 0.0021
Si 0.0002 0.0001 -0.0048
Si 0.0017 -0.0003 0.003
Si 0.0002 -0.0005 -0.0008
Si -0.0002 -0.001 0.005
O -0.0002 0 0.0019
O 0 -0.0002 -0.0005
O 0 0.0001 0.0021
O 0.0006 0.0007 -0.0003
O -0.0001 0.0003 -0.0028
O 0.0001 0.0004 -0.003
O 0.0007 0.0008 -0.0019
O -0.0002 -0.0002 -0.0017
O -0.0011 -0.0007 -0.0016
O -0.0006 -0.0003 0.0029
O 0 0.0003 -0.0022
O -0.0001 0 0.002
O -0.0002 0 0.0026
O 0.0002 0.0002 -0.0006
O -0.0003 0 0.0025
O -0.0006 -0.0011 -0.0017
O -0.0005 0 0
O -0.0003 -0.0001 0.0007
O 0.0003 0.0013 -0.0015
O -0.0002 0.0001 -0.0015
O 0.0003 0 -0.0003
O 0.0003 -0.0001 -0.0007
O -0.0003 0.0002 -0.0009
O 0.0002 0.0001 0.0027
O -0.0002 0 0.0006
O 0.0001 -0.0002 0.0029
O -0.001 -0.0007 -0.002
O -0.0001 0.0001 0.0017
O 0.0001 -0.0009 -0.0028
O -0.0001 0.0002 -0.0003
O -0.0001 0.0001 -0.0014
O 0.0001 -0.0002 -0.0015
O -0.0003 0.0001 0.0014
O -0.0007 -0.0006 0.0026
O -0.0001 0.0002 -0.0026
O -0.0008 -0.0009 -0.0031
O -0.0006 0.0002 -0.0006
O -0.0001 0.0004 -0.0026
O 0 0 0.0011
O -0.0004 -0.0004 -0.0003
O -0.0009 0.0008 -0.0011
O 0 0.0001 -0.0016
O -0.0003 -0.0004 -0.0009
O 0.0002 0 -0.0014
O 0.0012 0 -0.0017
O 0 0.0004 0.0024
O 0.0004 0 0.0003
O 0.0002 0.0004 -0.0029
O -0.0002 0.0002 0.0018
O 0.0001 0 0.0022
O -0.0002 -0.0001 -0.0002
O 0.0002 -0.0001 0.0009
O -0.0003 0 0.0023
O -0.0007 0.0004 -0.0013
O 0 0 -0.0004
O 0.0001 0.0002 -0.0003
O -0.0002 -0.0004 -0.0008
O 0.0015 -0.0004 0.0027
O -0.001 0.0009 -0.0028
O 0.0011 0.0001 -0.0017
O 0 0.0005 0.0013
O -0.0005 0.0001 0.0024
O 0.0001 0.0001 -0.0016
O 0.0007 -0.0002 0.0019
O 0 0.0002 0.0024
O 0.0002 -0.0007 0.0014

The program warned: the cutoff lies below the one the program advises for these potential files; the exchange-correlation potential is rough where the density is thin.
